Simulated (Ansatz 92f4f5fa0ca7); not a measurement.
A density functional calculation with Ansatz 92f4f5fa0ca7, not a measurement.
Periodic cell of 273 atoms, Si166O106B1, from a study of silicon, its oxide and their interface. The atomic structure is a simulated model.
Doubt: the cutoff is far below the 930 eV that the study's wrapper takes by default for these files, so forces and energies are approximate.
This geometry differs little from another in the collection (a relaxation step or a small displacement).

Settings
functional: PBE
potential files: Ansatz PAW
basis: plane waves
wave-function cutoff: 580 eV
density cutoff ratio: 5
exchange-correlation grid ratio: 1
k mesh: 1 x 1 x 1, Gamma-centred
self-consistency stop: 5e-08 eV per atom in the density residual
occupations: fixed
spin: none
net charge: -1 e, with a uniform compensating background and no finite-size correction

Cell vectors (angstrom)
a	11.6015	0	0
b	0	13.3963	0
c	0	0	29.8085

Atoms and the computed forces on them: element, x, y, z (angstrom), force x, y, z (eV/angstrom)
Si	11.5574	0.1841	22.9162	0.0126	-0.0103	0.0035
Si	3.9265	0.1551	23.0256	-0.0083	-0.0014	0.0052
Si	7.6896	0.419	23.184	-0.0264	-0.0058	0.0062
Si	2.0641	3.4704	22.899	0.003	0.0093	0.0006
Si	6.1089	3.5372	23.0617	-0.0358	0.0206	0.0039
Si	9.5302	3.3934	23.0806	0.0179	0.0193	0.0195
Si	11.634	6.8445	23.0845	-0.0001	0.0088	0.0046
Si	3.9964	7.0248	23.1907	-0.0058	0.0049	0.0038
Si	7.7956	6.8803	23.2453	0.0042	0.0071	0.0052
Si	2.0389	10.2092	23.2641	-0.0025	0.0066	0.0049
Si	5.88	10.1578	23.2989	-0.0059	-0.004	0.0053
Si	9.8283	10.1475	23.2448	0.0005	-0.0059	0.0027
Si	11.6357	2.4037	23.7312	-0.0266	0.0034	0.0026
Si	4.0358	2.4104	23.7299	0.024	0.0039	-0.0024
B	7.7821	2.4303	23.7241	0.0203	-0.0199	0.0432
Si	2.0359	5.732	23.7002	-0.0001	-0.0017	-0.0027
Si	5.8611	5.7359	23.9546	0.005	-0.0247	0.0014
Si	9.7123	5.652	23.8659	-0.0022	-0.0213	-0.0004
Si	11.7253	9.0253	24.0296	0.0023	-0.0031	-0.0058
Si	3.9427	9.1399	24.1941	0.0056	-0.0012	-0.0065
Si	7.8485	9.0898	24.0181	-0.0002	0.002	-0.0043
Si	1.9268	12.4906	23.784	-0.0015	-0.0002	-0.0085
Si	5.8452	12.4601	23.8952	0.0223	0.0134	-0.0022
Si	9.6409	12.4761	23.7748	-0.0009	0.0063	-0.0023
Si	11.6417	2.2946	26.1366	0.006	-0.0034	-0.0024
Si	3.9248	2.3029	26.1287	-0.0076	-0.0044	-0.0003
Si	7.7568	2.3403	25.8674	-0.0027	0.0052	-0.047
Si	1.9807	5.6324	26.1359	-0.0005	0.003	0.0024
Si	5.8294	5.6804	26.2992	0.0018	0.012	-0.0054
Si	9.6933	5.6359	26.2345	-0.0007	0.0079	-0.0045
Si	11.6679	8.9699	26.3545	-0.0009	0.0014	0.0023
Si	3.8958	9.0216	26.4904	0.0011	0.0011	0.0045
Si	7.7906	9.0084	26.3523	-0.0028	-0.0029	0.0019
Si	1.9375	12.381	26.1851	0.0019	0.0016	-0.0006
Si	5.7975	12.3512	26.2538	-0.0084	-0.0065	-0.0018
Si	9.6897	12.3669	26.1621	0.0048	-0.0001	0.0034
Si	1.978	1.2008	26.9707	-0.0001	0.0046	0.0026
Si	5.8781	1.2219	26.9222	0.0017	0.0019	0.0044
Si	9.6425	1.2259	26.8882	0.0022	-0.003	0.0045
Si	11.6426	4.5121	26.9728	0.0001	-0.0003	-0.0048
Si	3.8953	4.5087	26.9852	-0.0008	0.0001	-0.0042
Si	7.7508	4.4708	26.9652	0.0003	-0.0014	0.0079
Si	1.9705	7.8114	27.1025	0.0018	-0.0004	-0.0014
Si	5.855	7.8871	27.1436	-0.0004	-0.0046	0.0041
Si	9.713	7.8457	27.0716	0.0004	-0.0047	0.001
Si	11.6149	11.243	26.9969	-0.0034	-0.0012	-0.0013
Si	3.8585	11.285	27.0928	0.0052	-0.0007	0.0004
Si	7.7627	11.2601	27.0233	-0.0014	-0.0012	-0.0044
Si	1.9487	1.1187	29.355	-0.0013	-0.0077	-0.003
Si	5.81	1.1385	29.3312	-0.0059	-0.0056	-0.0018
Si	9.6372	1.1422	29.3034	-0.0031	-0.004	-0.0002
Si	0.0101	4.4552	29.3655	-0.0028	-0.0011	0.0033
Si	3.8726	4.4482	29.3556	-0.0015	-0.001	0.0024
Si	7.7177	4.4468	29.3539	-0.0033	0.0018	-0.0036
Si	1.9434	7.7804	29.4529	-0.0022	0.0013	-0.0035
Si	5.8312	7.8318	29.4921	-0.0005	0.0031	-0.009
Si	9.6818	7.795	29.4182	-0.0027	0.0026	-0.0052
Si	0.0022	11.1769	29.3598	0.001	-0.0019	-0.0016
Si	3.8653	11.2087	29.4465	0.0003	-0.0046	-0.0039
Si	7.7551	11.1894	29.3801	0.0001	-0.0053	0.002
Si	-0.0242	0.0157	0.2984	0.0027	0.0059	0.0041
Si	3.8842	0.0281	0.4127	0.0014	0.0065	-0.0006
Si	7.7158	0.007	0.3584	0.0056	0.0073	0.0001
Si	1.9462	3.331	0.3443	-0.0001	0.0017	0.0022
Si	5.7884	3.3335	0.3937	0.0047	0.0021	-0.0003
Si	9.6479	3.351	0.3422	0.003	0	0.0005
Si	-0.0045	6.6684	0.3993	0.0025	-0.0008	0.0018
Si	3.8904	6.6595	0.3781	0.0025	0.0007	0.0044
Si	7.7563	6.6649	0.3999	0.0007	-0.0032	0.0019
Si	1.9281	10.0473	0.3595	0.001	0.0023	0.0042
Si	5.8245	10.0949	0.4002	-0.0039	0.0005	0.0018
Si	9.6791	10.0381	0.3503	0.0009	0.0014	0.0032
Si	11.539	-0.0473	2.6691	0.0001	-0.0008	-0.0038
Si	3.8471	-0.0635	2.8117	-0.0004	-0.0019	-0.0008
Si	7.6615	-0.0919	2.7428	0.0003	-0.0019	-0.0007
Si	1.931	3.2617	2.7046	-0.0009	0.0008	-0.0016
Si	5.749	3.2673	2.796	-0.0003	0.0011	0.0002
Si	9.5976	3.3035	2.7209	0.0015	0.0014	-0.0019
Si	11.5711	6.623	2.7578	-0.0002	0.0005	-0.0005
Si	3.8704	6.6052	2.7254	-0.0007	0.0005	-0.0013
Si	7.7426	6.6256	2.7702	0.0001	0.0018	-0.0006
Si	1.9219	9.9979	2.7217	-0.0004	-0.0009	-0.002
Si	5.827	10.0437	2.7727	0.0004	0.0013	-0.0003
Si	9.6785	9.9726	2.7155	0	0.0006	-0.0008
Si	11.5509	2.1937	3.4067	-0.0008	-0.0018	0.0005
Si	3.812	2.13	3.6502	0.0004	-0.0006	0.0006
Si	7.6815	2.1107	3.5388	-0.0001	-0.0002	0.0006
Si	1.9086	5.4857	3.4616	0.0008	0	0.0006
Si	5.8059	5.5165	3.563	0.0001	-0.0012	-0.0006
Si	9.6538	5.5045	3.6135	-0.0009	-0.0013	0.0003
Si	11.6101	8.8631	3.5394	0.0008	0.0018	-0.0007
Si	3.8926	8.8621	3.4075	-0.0004	0.0011	-0.0025
Si	7.7471	8.8693	3.536	-0.0008	0.0002	-0.0012
Si	1.8518	12.2322	3.5116	-0.0011	0.0003	0.001
Si	5.7586	12.2191	3.7424	-0.0001	-0.001	0.0012
Si	9.6179	12.1959	3.4784	0.0008	0.0004	0.0022
Si	11.478	2.1529	5.7326	-0.0002	0.0001	-0.0012
Si	3.7292	2.0266	6.0746	-0.0006	0.0002	-0.0002
Si	7.6074	1.9641	5.9125	-0.0008	-0.0004	-0.0004
Si	1.8808	5.3969	5.7968	0.0003	-0.0009	-0.0004
Si	5.8054	5.4587	5.9367	0.0009	0.0007	0.0011
Si	9.6248	5.4335	6.0159	0.0007	-0.0003	0.0003
Si	11.6371	8.7882	5.9195	-0.0003	-0.0016	-0.0005
Si	3.9141	8.7828	5.7303	0.0007	-0.0005	0.0001
Si	7.777	8.8041	5.9135	0.0014	-0.0002	0.0004
Si	1.7759	12.157	5.891	0.0002	-0.0005	-0.001
Si	5.7187	12.1151	6.2484	-0.0009	0.0003	-0.0006
Si	9.5838	12.1054	5.8402	-0.0024	-0.0013	-0.0021
Si	1.6299	0.9695	6.7186	0.0019	-0.0011	0.0002
Si	5.671	0.9815	7.0122	0.0008	-0.0031	-0.0001
Si	9.6356	0.9316	6.5766	0.0007	-0.0011	-0.0002
Si	11.5777	4.3051	6.7149	0.0003	0.0005	0
Si	3.8281	4.3182	6.5649	-0.0017	-0.0007	-0.0014
Si	7.6932	4.1711	6.6277	-0.0001	0.0006	-0.0007
Si	2.0287	7.6204	6.5038	-0.0004	0.0011	-0.0004
Si	5.8306	7.7299	6.6938	-0.001	-0.0013	-0.0007
Si	9.7191	7.6968	6.7308	-0.0006	0.001	-0.0002
Si	11.4501	10.9871	6.7638	0.0007	0.0012	-0.0004
Si	3.6493	10.9332	6.6345	0.0009	0.0013	0.0002
Si	7.7595	10.9703	6.8538	0.0007	0.0013	-0.0006
O	9.9021	7.8883	8.3962	0	-0.0007	0.0017
O	9.9034	0.8226	8.2294	0.0001	0.0006	0.0009
O	1.0328	0.9162	8.3083	-0.0005	0.0003	0.0008
O	3.0733	10.5675	8.154	-0.0001	-0.0004	0.0014
O	5.817	7.8917	8.3635	0.0003	0	0.0006
O	5.6138	1.1736	8.7026	-0.0007	0.0013	0.0007
O	3.7767	4.3354	8.2149	0.0006	0.0004	0.0008
O	7.6426	3.7252	8.2554	0	0.0002	0.0004
O	0.0621	4.2646	8.3915	0	0.0002	0.0006
O	11.1538	10.9474	8.4203	-0.0002	0	0.0015
O	8.1261	10.7657	8.4952	0.0002	-0.0001	0.0021
O	2.3616	7.4799	8.1136	0	-0.0003	0.0013
O	11.41	0.1952	21.2299	0.0004	0.0016	0.0005
O	9.6534	3.5518	21.4012	-0.0046	-0.0022	-0.0179
O	4.1474	7.5698	21.6068	0.0006	-0.0006	0.0005
O	6.0959	4.0661	21.4262	0.0067	-0.0008	-0.0052
O	5.7454	9.7891	21.6654	0.0013	0.0002	-0.0006
O	2.1433	3.4002	21.2139	-0.0013	-0.0011	0.0014
O	7.4144	13.5921	21.534	0.001	-0.0033	-0.0094
O	4.0308	0.1426	21.3542	-0.0006	-0.0009	0.0003
O	7.7252	6.9546	21.5871	0.0006	0.0001	0.003
O	2.1217	10.1527	21.6099	0.0002	-0.0008	-0.0021
O	11.5502	7.0249	21.4232	0.0004	-0.0004	-0.0014
O	10.1688	9.7114	21.6534	0.0014	-0.0005	0.0037
Si	11.5858	6.4448	11.3014	-0.0007	-0.0005	-0.0025
Si	1.5652	10.3469	16.2689	0.0004	0	0.0032
Si	0.2314	3.6829	9.907	-0.0001	-0.0002	-0.0029
Si	8.0714	12.9153	20.2223	-0.0041	0.0059	0.0049
Si	2.8397	10.4603	9.7489	-0.0002	0.0003	-0.0046
Si	2.5613	10.3924	20.0721	-0.0013	0.002	0.0053
Si	10.3035	3.6904	19.9159	-0.0065	-0.0033	0.0062
Si	0.2572	12.7966	17.1053	-0.0004	0	0.0031
Si	10.8167	0.7047	19.7873	-0.002	0.0018	0.0037
Si	3.1749	7.7269	16.2656	0.0005	-0.0002	0.0015
Si	0.3137	6.4856	19.9378	-0.0004	-0.0012	0.0026
Si	9.3856	2.5149	14.3013	0.0003	0.0002	0.0004
Si	2.9131	2.5327	11.0377	-0.0003	-0.0005	-0.0036
Si	5.136	11.976	15.3792	-0.0001	-0.0002	0.0017
Si	4.9414	8.7045	20.7298	0.0004	-0.0003	0.002
Si	3.611	-0.4021	11.2928	0.0005	0	-0.0034
Si	5.5887	8.8801	14.8107	0.0002	-0.0001	0.0006
Si	-0.1662	11.313	9.994	0.0004	0	-0.0032
Si	9.4375	10.053	20.2431	-0.0008	-0.0022	-0.002
Si	3.4397	0.0496	19.84	0	0.0019	0.0029
Si	7.4701	4.6947	9.5441	0.0001	0.0006	-0.0022
Si	2.3744	12.3418	14.1757	0.0001	0.0004	-0.0001
Si	6.1882	0.5834	10.1385	-0.0005	-0.0002	-0.0031
Si	2.8035	2.9017	19.7927	0.0039	-0.0018	0.0011
Si	5.7174	4.4436	13.6561	0.0002	-0.0001	-0.0005
Si	7.4735	0.2063	15.6164	0.0004	0.0005	0.0023
Si	9.6153	11.3403	15.211	-0.0003	0.0001	0.0016
Si	1.9938	6.5531	13.5636	0.0002	-0.0005	-0.001
Si	2.8461	3.5154	14.0116	0	0.0002	-0.0002
Si	11.6838	9.1672	18.4392	0.0002	0.0003	0.0023
Si	11.2307	0.8711	9.1869	-0.0001	0.0001	-0.0029
Si	9.1309	7.3145	9.7123	0.0003	0.0012	-0.0034
Si	8.6822	8.5512	14.5826	0.0002	-0.0001	0.0008
Si	4.7754	7.1626	12.357	-0.0003	-0.0003	-0.0021
Si	2.9975	5.6178	18.8098	0.001	-0.0002	0.0035
Si	2.5379	7.3996	9.7086	0	0.0003	-0.0034
Si	6.2654	8.419	9.8401	0.0003	0.0007	-0.003
Si	4.334	4.759	9.6608	-0.0002	0.0002	-0.003
Si	9.3611	10.49	12.2799	-0.0004	-0.0002	-0.0028
Si	5.9301	13.0421	17.9909	0.0012	0.0003	0.0034
Si	7.9672	4.9451	18.3882	-0.0025	-0.0058	0.0043
Si	8.3058	5.4003	15.2177	-0.0001	0.0008	-0.0005
Si	7.3327	11.0659	9.91	-0.0008	-0.0008	-0.0041
Si	5.4146	4.1714	19.9463	0.0072	-0.0026	0.0053
Si	0.7869	1.4793	15.0412	0	0.0001	0.0014
Si	7.5467	7.5455	20.0948	0.0005	-0.0026	-0.0015
Si	7.6454	2.7821	11.8658	0.0002	-0.0003	-0.0025
O	3.4562	6.0809	10.1018	0	-0.0004	0.0013
O	1.9465	2.649	15.0736	0.0001	0.0003	-0.0015
O	-0.361	12.9432	10.1625	0.0001	0	0.0014
O	8.3597	8.9199	19.8597	0.0014	0.0028	-0.0028
O	2.4053	1.3186	19.5412	-0.0002	-0.0006	-0.0018
O	8.132	5.2856	16.8136	0.0006	0.002	-0.0063
O	2.7129	11.9841	19.7176	-0.0004	-0.0013	-0.0027
O	7.1645	8.7602	15.1345	0	-0.0001	-0.0005
O	1.2892	0.1731	14.1782	-0.0001	-0.0002	-0.0003
O	4.4117	3.8115	14.4499	-0.0006	-0.0004	-0.0007
O	4.2466	3.409	10.6146	0	0.0002	0.0017
O	10.9538	2.0684	14.4887	0	-0.0001	-0.001
O	11.391	4.8373	10.9863	0.0005	0	0.001
O	10.8484	12.0182	16.0483	0.0009	0.0001	-0.001
O	8.9395	6.901	14.7821	0.0001	-0.0003	-0.0005
O	1.7846	3.3479	10.219	-0.0009	-0.0004	0.0036
O	8.4733	5.919	9.2215	-0.0002	-0.001	0.0013
O	11.1321	2.3073	19.5603	0.0027	-0.0013	-0.0036
O	5.4091	7.6106	10.9376	0	0.0002	0.0014
O	11.4044	7.586	18.8083	0.0003	0.0005	-0.0014
O	7.8722	8.2489	10.1507	-0.0003	-0.0002	0.0015
O	10.1406	7.1489	10.9861	0.0003	-0.0002	0.0013
O	9.2215	4.1044	14.7351	0.0005	-0.0005	-0.0007
O	8.7835	11.4981	20.5409	0.0011	0.0007	-0.0003
O	10.5807	10.5183	11.1648	0.0002	0.0003	0.0012
O	8.3635	12.2323	15.7667	0.0004	-0.0004	-0.0015
O	4.4472	2.8595	19.8461	-0.0078	-0.0024	-0.0018
O	4.6013	0.2273	18.7048	-0.0028	0.0008	-0.0018
O	10.4617	10.1033	18.976	-0.0005	-0.0007	-0.001
O	6.7965	0.6867	17.0425	-0.0002	0.0008	-0.0016
O	0.5195	6.741	12.8391	-0.0001	-0.0002	0.0002
O	1.0576	7.138	10.3085	0.0002	0	0.0017
O	3.1413	7.1842	12.5692	-0.0001	-0.0001	0.0008
O	3.9438	9.5711	19.7748	0.0012	-0.0009	-0.002
O	6.7951	5.1959	14.6161	0.0001	0.0001	-0.0006
O	0.5848	0.9055	16.5512	-0.0002	-0.0005	-0.0014
O	1.551	11.7723	17.1131	0.0004	-0.0007	-0.0023
O	5.3901	8.2971	13.3216	0	0.0002	0.0002
O	2.9841	12.3636	12.6598	-0.0002	0.0001	0.0006
O	6.4292	3.1939	12.8835	-0.0002	0.0001	0.0006
O	2.7892	9.2973	16.597	-0.0002	0	-0.002
O	5.994	7.9196	19.7624	-0.0018	0.0014	-0.002
O	1.9341	6.3792	19.779	-0.0006	0.0006	-0.0019
O	1.4368	9.6872	19.1543	0.0001	-0.0003	-0.0034
O	9.488	9.7082	15.4722	0.0002	0.0004	-0.001
O	3.1043	8.8875	10.1867	-0.0001	-0.0005	0.0019
O	8.9911	9.033	13.0141	0.0001	-0.0002	0.001
O	2.1705	7.2616	15.0317	0.0001	0.0006	0.0001
O	9.1308	3.8924	18.8047	0.0019	-0.0024	-0.0052
O	4.7428	7.8961	15.8144	0	-0.0005	-0.0005
O	7.2475	1.5865	10.8474	0.0001	0.0001	0.0016
O	8.1073	6.3963	19.1026	0.0002	0.0108	0.0047
O	5.9142	5.1603	9.6384	0.0006	-0.0001	0.001
O	6.933	-0.871	19.14	0.0008	-0.0024	-0.0021
O	11.0593	2.2462	10.0816	0.0002	-0.0002	0.0015
O	8.9729	2.3827	12.7224	-0.0001	0	0.0008
O	9.7083	11.5	13.5525	0	0	0.0003
O	6.5528	4.2243	18.7749	0.0004	-0.0006	-0.0074
O	6.0468	10.0399	9.9557	0.0002	-0.0004	0.002
O	1.3526	10.8336	10.2775	0	-0.0001	0.0017
O	5.1673	10.4601	14.7722	-0.0002	0.0006	-0.0006
O	1.6955	10.8928	14.6815	-0.0001	-0.0002	0.0001
O	11.3855	13.0874	18.6286	0.0004	-0.0006	-0.0025
O	5.4591	11.8378	16.9795	0.0002	-0.0002	-0.002
O	8.0962	10.9715	11.3578	0.0005	0	0.0017
O	11.2662	5.0043	19.7431	0.0036	0.004	-0.0026
O	8.368	1.473	15.09	0.0004	0.0005	-0.001
O	2.4546	4.0442	18.6234	-0.0004	0.0002	-0.0015
O	3.753	11.6832	10.3355	-0.0001	-0.0001	0.0024
O	9.1888	0.5675	19.6693	0.0023	-0.001	-0.0042
O	2.7917	2.6289	12.6512	0	0.0003	0.0003
O	3.6491	12.6156	15.1619	0.0004	0.0001	-0.0007
O	7.9988	4.072	10.9409	-0.0002	0.0004	0.0007
O	5.1164	0.2431	11.3362	-0.0003	-0.0001	0.0013
O	4.428	5.4647	19.6043	-0.0037	0.0023	-0.0031
O	6.2029	13.0516	14.6979	-0.0005	-0.0004	-0.0012
O	3.1062	6.5631	17.4398	-0.0003	-0.0002	-0.0006
O	2.7822	0.9178	10.7211	-0.0001	0.0003	0.0017
O	0.2812	9.4434	16.8182	-0.0007	-0.0003	-0.0008
O	5.2238	5.6137	12.6271	-0.0001	-0.0003	0.0005
O	2.138	4.9499	13.7652	0.0003	0	-0.0001
O	6.9029	12.603	9.7159	0.0003	0.0005	0.0018

Results
free energy: -165959.129 eV
free energy less fixed offsets of B -154.04, O -568.88, Si -635.61 eV per atom: 7.451 eV

The program warned: the cutoff lies below the one the program advises for these potential files; the forces do not sum to zero within the program's tolerance; the exchange-correlation potential is rough where the density is thin.
